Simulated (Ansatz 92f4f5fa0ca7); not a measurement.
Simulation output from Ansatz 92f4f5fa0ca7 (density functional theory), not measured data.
Periodic cell of 462 atoms, Si286O176, from a study of silicon, its oxide and their interface. The atomic structure is a simulated model.
This geometry differs little from another in the collection (a relaxation step or a small displacement).

Settings
functional: r2SCAN
potential files: Ansatz PAW
basis: plane waves
wave-function cutoff: 800 eV
density cutoff ratio: 5
exchange-correlation grid ratio: 1
k mesh: 1 x 1 x 1, Gamma-centred
self-consistency stop: 1e-10 eV per atom in the density residual
occupations: fixed
spin: none
net charge: 0

Cell vectors (angstrom)
a	16.3305	0	0
b	0	16.3305	0
c	0	0	29.6968

Atoms and the computed forces on them: element, x, y, z (angstrom), force x, y, z (eV/angstrom)
Si	0.258	-0.243	0.16	-0.008	0.005	-0.065
Si	2.683	2.791	-0.108	0.005	-0.009	-0.068
Si	0.355	4.969	-0.301	-0.012	-0.004	-0.093
Si	3.035	7.777	-0.171	-0.014	0.005	-0.093
Si	-0.185	11.237	0.184	0.022	-0.01	-0.06
Si	2.57	14.022	0.456	0.013	-0.006	-0.064
Si	5.799	-0.255	0.372	-0.012	0.015	-0.06
Si	8.522	2.336	0.248	-0.015	0.011	-0.058
Si	5.371	5.624	0.007	0.009	-0.006	-0.068
Si	8.138	8.486	0.228	0.018	-0.005	-0.058
Si	5.871	10.63	0.04	-0.009	0.017	-0.074
Si	7.876	13.807	0.047	0.005	-0.01	-0.065
Si	10.715	0.177	-0.014	0.013	-0.01	-0.065
Si	13.339	2.832	-0.043	0.009	-0.014	-0.069
Si	11.167	5.112	-0.073	-0.011	0.007	-0.067
Si	13.203	8.605	-0.219	0	0.001	-0.088
Si	10.931	10.713	0.414	-0.013	0.002	-0.052
Si	13.938	13.415	0.016	-0.008	0.011	-0.06
Si	1.452	1.376	1.348	0	0	0.003
Si	4.207	3.988	1.259	-0.002	0.002	0.004
Si	1.361	6.688	1.081	0.001	-0.002	0.003
Si	4.114	9.48	1.149	0.001	-0.002	0.003
Si	1.375	12.329	1.528	-0.001	0.001	0.004
Si	4.171	15.069	1.715	0.001	-0.001	0.002
Si	7.003	1.248	1.632	-0.001	0	0.003
Si	9.656	4.022	1.381	0.001	0	0.004
Si	6.902	6.814	1.33	-0.002	0.002	0.004
Si	9.515	9.528	1.764	0.001	0.001	0.001
Si	6.845	12.225	1.448	0.001	0.001	0.004
Si	9.548	14.927	1.31	-0.002	0.002	0.006
Si	12.231	1.336	1.367	-0.001	-0.001	0.004
Si	15.026	4.011	1.146	0.001	0.001	0.006
Si	12.3	6.809	1.143	0.001	0.001	0.006
Si	14.917	9.538	1.206	-0.002	0	0.004
Si	12.317	12.303	1.373	0.001	-0.002	0.003
Si	15.016	14.938	1.439	0	-0.001	0.004
Si	0.01	2.712	2.646	-0.001	0.001	-0.002
Si	2.752	0.128	2.889	-0.001	0.001	-0.001
Si	0.008	8.105	2.487	0.002	0	-0.001
Si	2.738	5.374	2.571	0	0.001	-0.001
Si	0.018	13.647	2.886	0	-0.001	0
Si	2.783	10.825	2.642	0.001	-0.001	-0.002
Si	5.52	2.695	2.737	-0.001	0	-0.002
Si	8.317	-0.127	2.905	0.001	-0.002	-0.001
Si	5.453	8.168	2.651	-0.001	0.001	-0.001
Si	8.239	5.413	2.67	0	0	-0.002
Si	5.477	13.531	2.875	-0.001	-0.001	-0.001
Si	8.155	10.97	2.937	0	0.001	-0.001
Si	10.952	2.688	2.802	0	0	0
Si	13.619	-0.005	2.709	0	0	-0.001
Si	10.974	8.032	2.757	0	-0.002	-0.002
Si	13.703	5.461	2.538	0.001	-0.001	-0.001
Si	10.916	13.624	2.713	0	-0.001	-0.001
Si	13.632	10.864	2.709	0	0	0
Si	1.374	4.085	4.013	0.001	-0.001	0.001
Si	4.136	1.449	4.189	0.001	-0.001	0.001
Si	1.359	9.457	3.94	0	0	0
Si	4.073	6.775	3.972	0.001	-0.001	0
Si	1.386	15.029	4.183	0	0	0.001
Si	4.064	12.166	4.133	-0.001	0	0
Si	6.852	4.097	4.051	0.001	0	0
Si	9.604	1.344	4.186	0	0	0.001
Si	6.75	9.521	4.122	0	-0.001	0
Si	9.573	6.73	4.095	0	0.001	0
Si	6.852	14.913	4.203	-0.001	0.001	0
Si	9.581	12.309	4.182	0.001	0	0
Si	12.35	4.117	4.024	0	0	0
Si	14.998	1.362	4.05	0	-0.001	0
Si	12.292	9.484	4.076	0	0	0
Si	15.021	6.797	3.973	0	0	0
Si	12.252	14.985	4.081	0.001	-0.001	0
Si	14.976	12.205	4.112	0	0	0
Si	-0.006	0.036	5.488	0	0	0.001
Si	2.714	2.787	5.471	0.001	0	0.002
Si	0.028	5.449	5.396	0	0	0.001
Si	2.704	8.12	5.358	0	0	0
Si	0.028	10.819	5.392	0	0	0.001
Si	2.719	13.588	5.478	0	0	0.001
Si	5.467	0.007	5.496	0	0	0.001
Si	8.181	2.739	5.442	0	0	0
Si	5.446	5.449	5.378	0	-0.001	0.001
Si	8.178	8.14	5.399	0	0	0.001
Si	5.405	10.843	5.521	0	0	0
Si	8.199	13.607	5.57	0	-0.001	0.001
Si	10.951	-0.006	5.515	0	0	0
Si	13.665	2.744	5.42	0	0.001	0
Si	10.949	5.408	5.447	0	0	0
Si	13.674	8.14	5.414	0	0	0.001
Si	10.925	10.855	5.448	0	0	0
Si	13.602	13.589	5.419	0	0	0
Si	1.36	1.404	6.829	0	0	0
Si	4.084	4.142	6.804	0.001	0	0
Si	1.375	6.802	6.793	0	0	0.001
Si	4.012	9.467	6.807	0	0	0
Si	1.319	12.212	6.791	0	0	0.001
Si	4.073	14.972	6.834	0	0	0
Si	6.815	1.415	6.819	0	0	0
Si	9.548	4.083	6.805	0	0	0.001
Si	6.799	6.8	6.752	0.001	0	0.001
Si	9.521	9.501	6.778	0	0	0.001
Si	6.776	12.235	6.85	0	0	0.001
Si	9.549	15.004	6.872	0	0	0.001
Si	12.305	1.388	6.812	0.001	0	0
Si	15.013	4.09	6.798	0	0	0.001
Si	12.291	6.804	6.796	0	-0.001	0.001
Si	15.01	9.498	6.808	0	0	0
Si	12.279	12.232	6.797	0	0	0.001
Si	14.95	14.954	6.782	0	0	0.001
Si	0.019	2.744	8.215	0	0	0
Si	2.694	0.018	8.186	0	0	0.001
Si	0.026	8.151	8.191	0	0	0.001
Si	2.733	5.467	8.198	0.001	0	0
Si	-0.061	13.576	8.156	0	0	0.001
Si	2.648	10.846	8.156	0	0	0.001
Si	5.428	2.773	8.165	0	0	0.001
Si	8.171	0.073	8.177	0	0	0.001
Si	5.411	8.109	8.134	0	-0.001	0.001
Si	8.163	5.474	8.137	0	0	0.001
Si	5.409	13.615	8.209	0	0	0
Si	8.143	10.85	8.138	0	0	0.001
Si	10.893	2.716	8.152	0	0	0.001
Si	13.643	-0.001	8.155	0	0	0.001
Si	10.899	8.164	8.153	0	0	0.001
Si	13.638	5.435	8.166	0	0	0.001
Si	10.922	13.596	8.144	0	0	0.001
Si	13.638	10.883	8.167	0	0	0.001
Si	1.388	4.101	9.58	0	0	0.001
Si	4.061	1.414	9.528	0	0	0
Si	1.327	9.531	9.605	0	0	0
Si	4.093	6.797	9.588	0	0	0
Si	1.275	14.968	9.494	0	0	0
Si	3.969	12.229	9.5	0	0.001	0.001
Si	6.776	4.163	9.519	0.001	0	0
Si	9.529	1.41	9.555	0	0	0.001
Si	6.738	9.503	9.463	0.001	0	0.001
Si	9.521	6.819	9.526	0	0	0.001
Si	6.776	15.06	9.492	0	0	0.001
Si	9.538	12.221	9.435	0	0	0.001
Si	12.237	4.075	9.498	0.001	0	0
Si	14.988	1.332	9.543	0	0	0.001
Si	12.252	9.541	9.515	0.001	0	0.001
Si	15.01	6.775	9.545	0	0	0.001
Si	12.25	14.993	9.49	0	0	0.001
Si	14.928	12.249	9.599	0	0	0
Si	-0.021	-0.035	10.953	0.001	0	0.001
Si	2.742	2.749	10.966	0	-0.001	0
Si	0.043	5.447	10.963	0	0	0
Si	2.741	8.175	10.935	0	0	0
Si	-0.06	10.881	10.997	0	0	-0.001
Si	2.56	13.577	10.849	0	0.002	0
Si	5.391	0.059	10.896	-0.001	0.001	0
Si	8.129	2.812	10.849	-0.001	0	0.001
Si	5.449	5.46	11.004	0.001	-0.001	0
Si	8.124	8.217	10.841	0.001	0	0
Si	5.33	10.838	10.797	0.001	0	0
Si	8.22	13.675	10.687	0	-0.001	0
Si	10.924	0.028	10.859	0.001	-0.001	0
Si	13.579	2.687	10.834	0	0.001	0
Si	10.864	5.404	10.877	0	0	0.001
Si	13.606	8.14	10.843	0	0	0.001
Si	10.863	10.908	10.867	0	-0.001	0
Si	13.525	13.656	10.922	-0.001	-0.001	0
Si	1.404	1.312	12.286	-0.001	-0.001	0
Si	4.09	4.083	12.417	0.001	0.002	0
Si	1.439	6.821	12.343	0	0	0.001
Si	4.038	9.549	12.342	0.001	0	0.001
Si	1.225	12.318	12.381	-0.001	-0.002	-0.001
Si	3.925	14.965	12.117	0.002	-0.001	-0.001
Si	6.757	1.504	12.212	0.002	-0.001	-0.001
Si	9.46	4.107	12.285	0.001	0	-0.001
Si	6.818	6.924	12.293	0	0	0
Si	9.465	9.576	12.207	0	0.001	-0.001
Si	6.75	12.336	11.843	-0.001	0.001	0
Si	9.553	14.974	12.135	-0.001	0.001	0
Si	12.245	1.384	12.272	-0.001	0	0
Si	14.964	3.984	12.178	0.001	0	0
Si	12.27	6.752	12.175	0	-0.001	-0.001
Si	14.873	9.466	12.3	0.001	0	-0.001
Si	12.092	12.345	12.275	0	0.001	-0.001
Si	14.854	14.992	12.329	0	-0.001	0
Si	-0.013	2.656	13.572	0.001	0.001	0.004
Si	2.668	-0.137	13.678	0	-0.001	0.003
Si	0.007	8.139	13.671	0	-0.001	0.004
Si	2.802	5.519	13.829	-0.001	-0.001	0.005
Si	-0.318	13.572	13.794	0	0.003	0.001
Si	2.654	10.952	13.694	0	0.001	0.005
Si	5.442	2.683	13.813	0	-0.001	0.005
Si	8.16	0.055	13.345	0	-0.001	0.004
Si	5.514	8.285	13.741	0.001	-0.001	0.004
Si	8.142	5.549	13.656	-0.002	0.001	0.003
Si	5.406	13.597	13.226	0	0	0.002
Si	8.079	11.193	13.298	-0.001	0.001	0.005
Si	10.787	2.661	13.606	0.001	0.001	0.005
Si	13.602	0.105	13.737	0	0.002	0.007
Si	10.778	8.025	13.465	0.001	-0.002	0.005
Si	13.625	5.335	13.521	0	0	0.005
Si	10.793	13.736	13.752	0	-0.003	0.005
Si	13.356	10.853	13.522	-0.001	0.001	0.003
Si	1.187	4.142	14.888	-0.008	0.019	-0.06
Si	4.373	0.861	15.005	0.015	-0.008	-0.07
Si	0.966	9.874	14.989	-0.009	0.001	-0.079
Si	4.424	6.745	15.188	0.007	-0.018	-0.091
Si	0.948	15.127	15.002	-0.007	0.011	-0.061
Si	4.43	12.132	14.734	0.008	-0.015	-0.052
Si	6.595	4.434	14.972	-0.016	0.006	-0.076
Si	9.654	0.998	14.868	0.018	-0.004	-0.075
Si	6.721	10.06	14.769	-0.01	0.003	-0.046
Si	9.842	6.51	15.024	-0.005	-0.008	-0.082
Si	6.647	15.086	14.495	0.004	-0.006	-0.036
Si	8.821	12.922	14.805	0.002	0.008	-0.049
Si	12.034	4.187	14.828	-0.009	0.007	-0.068
Si	15.225	1.216	15.12	0.008	-0.014	-0.072
Si	11.866	9.543	14.754	-0.005	0.003	-0.065
Si	15.31	6.347	14.807	0.011	-0.007	-0.062
Si	12.052	15.296	15.075	-0.018	0.006	-0.081
Si	14.749	11.842	15.08	0.022	0.008	-0.079
Si	8.569	-15.221	17.741	0.014	0.022	-0.151
Si	10.759	2.351	24.39	0.003	-0.017	-0.157
Si	8.622	-5.984	20.869	0.036	0.001	-0.179
Si	3.902	-8.265	18.121	-0.013	0.009	-0.17
Si	13.462	7.753	16.803	0.004	-0.004	-0.139
Si	13.059	-1.643	18.073	-0.031	-0.017	-0.155
Si	10.682	-13.907	21.254	0.014	-0.004	-0.183
Si	17.91	-21.518	27.472	0.013	0.002	-0.142
Si	24.356	-15.208	21.658	-0.022	0.008	-0.167
Si	32.544	-3.515	21.538	-0.029	-0.029	-0.16
Si	19.241	13.647	27.374	-0.007	0.021	-0.145
Si	14.636	7.805	19.421	0.003	0.021	-0.139
Si	-16.823	-5.875	19.733	-0.005	-0.011	-0.158
Si	9.846	23.421	27.63	-0.018	0.007	-0.154
Si	19.427	-9.005	22.843	0.014	-0.001	-0.182
Si	-8.496	-9.443	25.217	-0.019	0.015	-0.147
Si	-0.997	-1.135	19.998	0.003	0.023	-0.168
Si	30.629	-1.606	22.784	0.037	-0.019	-0.189
Si	13.373	-4.672	18.042	-0.001	0.015	-0.144
Si	6.942	-0.788	19.378	-0.009	0.025	-0.151
Si	7.213	20.136	17.805	0.012	-0.013	-0.155
Si	9.397	15.95	24.156	-0.037	0.033	-0.128
Si	-2.819	2.798	17.301	0.006	-0.013	-0.165
Si	22.641	8.461	20.078	-0.003	-0.031	-0.153
Si	8.136	4.073	24.943	0.016	-0.027	-0.153
Si	20.935	0.305	24.823	0.022	-0.006	-0.152
Si	15.175	17.699	27.59	0.007	0.01	-0.161
Si	6.741	20.058	27.689	0.014	0.004	-0.16
Si	2.462	2.208	17.151	0.01	0.002	-0.166
Si	15.673	16.774	24.812	-0.001	-0.022	-0.166
Si	18.369	-1.074	25.218	-0.013	-0.014	-0.141
Si	16.04	3.353	23.864	0.029	0.009	-0.185
Si	27.06	-6.4	18.816	0.012	-0.007	-0.158
Si	13.393	36.615	25.014	-0.025	-0.001	-0.137
Si	4.39	-22.708	22.133	0.015	-0.018	-0.159
Si	3.771	15.064	19.462	-0.017	0.016	-0.159
Si	-9.481	-18.205	24.008	0.029	-0.014	-0.141
Si	-1.68	4.802	19.573	-0.015	-0.008	-0.154
Si	9.705	-3.932	27.88	0.02	-0.008	-0.141
Si	28.115	-2.314	24.562	0.006	0.018	-0.178
Si	7.242	-19.466	21.145	0.009	-0.01	-0.157
Si	12	-18.091	27.628	-0.009	-0.011	-0.163
Si	12.415	8.668	26.575	0.003	0.006	-0.17
Si	-7.103	-5.77	16.342	-0.015	0.021	-0.133
Si	-5.455	11.117	25.456	-0.004	-0.005	-0.147
Si	23.81	5.526	20.242	0.011	0	-0.14
Si	-3.407	-9.828	21.36	-0.013	-0.012	-0.192
Si	1.605	-6.368	24.879	0.013	0.008	-0.159
Si	21.661	-13.002	24.166	-0.012	0.005	-0.172
Si	36.838	12.681	21.441	0.001	0.034	-0.155
Si	0.516	-8.911	24.446	0.002	-0.008	-0.139
Si	-2.608	6.858	24.366	0.001	-0.023	-0.187
Si	5.778	3.118	21.452	0.009	0.007	-0.183
Si	-11.776	-4.883	27.056	0.004	-0.008	-0.164
Si	-5.889	5.347	20.377	-0.008	0.019	-0.143
Si	4.483	3.57	18.982	-0.015	-0.011	-0.155
Si	2.534	7.7	26.472	-0.003	-0.014	-0.169
Si	6.12	11.371	24.486	0.006	0.005	-0.166
Si	8.666	9.682	23.899	-0.023	0.006	-0.183
Si	18.598	-19.939	23.478	0.01	0.009	-0.179
Si	4.639	1.475	27.648	0.02	-0.021	-0.16
Si	18.338	10.43	17.777	-0.001	0	-0.153
Si	21.119	22.506	25.186	-0.005	-0.005	-0.145
Si	17.785	17.204	19.605	0.014	-0.004	-0.147
Si	35.442	-2.876	16.931	-0.013	-0.009	-0.151
Si	27.869	0.814	18.916	0.011	-0.014	-0.154
Si	17.198	20.005	20.932	0.012	-0.015	-0.184
Si	27.149	-9.359	17.814	-0.003	0.02	-0.159
Si	19.364	22.244	20.066	0.011	-0.006	-0.17
Si	15.851	20.343	26.699	-0.022	-0.009	-0.178
O	11.97	-17.068	-10.86	-0.009	0.018	0.056
O	-3.367	-10.823	-4.841	-0.001	-0.014	0.058
O	11.101	-13.979	-6.892	0.004	-0.002	0.146
O	13.173	8.079	-4.437	-0.032	0.043	0.101
O	-0.179	5.154	-1.875	0.021	0.023	0.117
O	5.626	-12.799	-11.836	-0.024	0	0.071
O	12.269	3.982	-0.573	-0.001	0.001	0.035
O	-2.972	7.003	-6.888	0.027	0.015	0.158
O	4.314	5.06	-10.128	-0.011	0.02	0.061
O	4.091	12.918	-3.167	-0.01	-0.001	0.062
O	5.494	11.412	-1.34	0.03	-0.019	0.106
O	16.113	13.782	-9.468	0.008	-0.023	0.077
O	17.44	-9.217	-3.762	0.026	0.001	0.084
O	4.24	6.706	-0.46	0.005	-0.003	0.039
O	7.649	2.987	-0.936	0.034	-0.026	0.084
O	3.234	-14.209	-1.52	-0.029	0.024	0.077
O	7.728	4.156	-3.199	-0.034	-0.007	0.118
O	11.958	9.654	-0.274	-0.004	0.006	0.04
O	22.64	13.001	-5.181	-0.01	-0.021	0.056
O	14.251	3.917	-3.306	0.037	-0.005	0.086
O	14.038	3.94	-11.365	0.027	0.049	0.099
O	1.612	23.206	-6.343	-0.038	0.007	0.079
O	5.488	21.864	-14.18	0.002	-0.001	0.039
O	4.747	18.177	-5.321	-0.009	-0.028	0.065
O	25.052	-14.972	-13.547	-0.026	0.002	0.113
O	11.406	-0.403	-1.399	-0.021	0.029	0.077
O	17.073	-5.765	-0.986	-0.04	0.003	0.088
O	7.364	-2.171	-7.233	-0.01	0.028	0.119
O	9.184	8.014	-0.927	-0.031	0.024	0.082
O	10.416	5.719	-1.406	0.026	-0.031	0.078
O	12.304	-9.616	-12.482	-0.018	-0.005	0.056
O	20.094	13.08	-6.732	-0.028	0.001	0.09
O	11.05	7.852	-2.824	-0.019	-0.016	0.062
O	11.993	-6.11	-3.45	0.018	-0.023	0.06
O	16.971	15.997	-4.379	0.009	-0.002	0.051
O	13.882	18.259	-1.307	-0.033	0.024	0.082
O	10.583	-6.097	15.502	-0.024	0.012	0.058
O	5.572	-0.257	15.323	-0.007	0.006	0.034
O	19.491	-5.611	27.497	-0.002	0	0.05
O	1.54	-2.08	16.252	0.031	-0.026	0.073
O	20.605	6.764	23.779	0.031	-0.023	0.102
O	4.631	0.408	26.436	-0.005	0.032	0.124
O	12.899	-3.191	18.501	0.003	0.006	0.052
O	17.76	15.006	29.497	-0.004	0.003	0.039
O	12.584	18.048	18.067	-0.032	-0.025	0.072
O	1.496	9.564	16.493	0.02	0.013	0.106
O	1.688	3.189	16.126	0.026	-0.038	0.085
O	-3.713	3.557	16.197	0.027	-0.025	0.09
O	16.426	0.056	19.933	-0.015	-0.013	0.051
O	7.543	4.033	16.244	0.011	-0.016	0.11
O	15.65	-7.456	20.069	0.007	-0.001	0.053
O	26.807	-1.565	23.962	0.022	-0.02	0.054
O	-4.203	2.931	25.076	0.025	0.014	0.055
O	14.679	1.978	16.482	-0.029	0.031	0.085
O	5.751	-3.716	21.187	-0.007	-0.007	0.052
O	-0.092	2.579	27.363	0.001	-0.018	0.065
O	21.644	15.586	19.384	0.012	-0.005	0.048
O	11.333	-10.019	21.308	0.022	0.011	0.066
O	7.554	9.518	19.93	0.005	0.014	0.063
O	14.53	-1.155	18.581	0.043	0.007	0.088
O	15.205	6.293	19.145	-0.003	-0.013	0.05
O	19.458	3.155	18.261	0.03	0.027	0.082
O	-2.993	7.691	20.357	-0.025	-0.025	0.085
O	29.15	-1.492	16.46	0.027	-0.013	0.119
O	14.639	6.907	16.153	-0.029	0.023	0.076
O	17.791	1.264	18.011	-0.018	-0.024	0.102
O	19.115	-7.361	25.455	0.005	-0.017	0.073
O	25.421	18.531	21.116	-0.009	-0.011	0.061
O	7.581	-0.169	18.005	-0.024	-0.029	0.083
O	10.967	13.386	27.956	-0.004	-0.001	0.05
O	19.208	7.055	18.908	-0.015	-0.04	0.087
O	25.366	12.158	16.222	0.005	-0.023	0.058
O	-0.971	-9.54	24.389	0.01	0.002	0.05
O	1.824	4.883	20.401	-0.015	-0.008	0.057
O	19.682	-1.872	18.033	0.028	0.039	0.112
O	3.301	9.574	18.224	0.016	-0.013	0.054
O	14.303	-17.305	21.264	-0.024	-0.012	0.126
O	9.479	-6.042	17.878	0.027	-0.012	0.103
O	14.427	3.63	23.78	-0.014	0.004	0.072
O	3.684	11.133	21.238	0.005	-0.01	0.066
O	-1.713	11.106	18.895	0.045	-0.02	0.075
O	-5.431	5.286	15.219	0.001	0.004	0.036
O	5.262	10.709	23.272	0.036	0.028	0.105
O	-0.016	0.037	15.538	0.002	0.002	0.033
O	8.231	-4.415	21.086	-0.011	0.012	0.053
O	-9.678	18.215	22.012	-0.002	-0.002	0.065
O	3.51	-2.668	28.863	-0.005	0.011	0.096
O	21.944	2.684	27.183	-0.002	0	0.064
O	-2.938	-2.167	28.354	0.031	-0.02	0.075
O	-14.782	-3.572	27.422	-0.002	0	0.051
O	3.614	1.342	16.387	-0.036	0.026	0.089
O	10.912	-7.998	18.67	-0.002	0.017	0.058
O	5.375	9.039	21.25	-0.043	0.036	0.095
O	-0.413	0.226	28.444	0.025	-0.029	0.084
O	0.85	10.58	26.159	-0.002	0.026	0.1
O	7.614	0.119	20.501	0.021	0.032	0.102
O	1.807	-18.873	24.579	0	0.043	0.088
O	35.011	-4.354	17.426	-0.007	-0.022	0.057
O	18.891	-1.268	26.732	0.016	-0.025	0.091
O	8.648	9.603	22.293	0.001	-0.018	0.145
O	28.512	-1.661	26.011	0.006	0.012	0.137
O	3.58	-2.507	20.478	0.009	-0.057	0.092
O	16.201	1.759	24.043	-0.009	-0.022	0.066
O	15.817	-12.475	20.128	0.037	-0.012	0.072
O	12.894	-2.065	23.412	-0.051	-0.014	0.087
O	19.707	6.695	21.404	-0.002	0.04	0.134
O	11.563	12.413	24.745	-0.011	-0.026	0.06
O	17.688	12.86	22.157	0.044	-0.001	0.093
O	-1.452	-0.483	23.774	0.025	0.048	0.096
O	10.842	0.016	15.457	0.001	0.001	0.038
O	3.134	-0.232	24.382	-0.006	-0.002	0.056
O	-10.286	5.038	28.326	-0.024	0.026	0.082
O	9.701	11.703	26.426	-0.021	0.029	0.098
O	8.667	6.797	26.586	0.053	0.004	0.1
O	7.577	5.125	18.663	0.003	0.031	0.097
O	1.63	3.97	29.178	0.008	-0.003	0.036
O	-2.719	5.129	20.788	-0.025	0.018	0.079
O	-2.435	-4.472	16.493	-0.034	-0.007	0.117
O	8.367	-3.117	28.281	-0.022	0.02	0.072
O	3.246	-7.385	22.7	-0.021	-0.013	0.063
O	0.537	3.788	22.531	-0.04	-0.008	0.146
O	7.876	9.739	15.912	0.028	-0.003	0.051
O	-1.28	12.295	29.239	-0.003	0.001	0.029
O	23.282	3.247	24.233	0.019	0.015	0.07
O	20.341	7.491	16.588	-0.013	0.035	0.13
O	7.611	10.782	24.409	-0.004	0.005	0.056
O	2.198	11.202	24.031	-0.016	-0.045	0.081
O	8.216	5.575	24.339	-0.005	0.011	0.06
O	-9.641	4.34	20.965	-0.022	-0.03	0.076
O	4.867	3.689	22.651	-0.009	0.006	0.124
O	38.344	-0.731	24.167	-0.029	0.023	0.056
O	12.876	-7.422	15.861	0.024	-0.029	0.075
O	8.248	8.227	24.44	-0.005	-0.041	0.067
O	23.186	-9.343	20.463	0	0.007	0.047
O	10.149	-6.035	20.28	-0.052	0.01	0.098
O	21.198	2.597	20.214	0.028	-0.008	0.1
O	24.294	2.485	18.352	-0.004	0.001	0.057
O	26.364	0.902	18.358	0.024	-0.001	0.066
O	0.242	4.124	25.223	-0.004	0.013	0.115
O	16.826	9.03	24.15	0.009	0.008	0.055
O	15.202	-2.954	22.672	-0.022	0.022	0.074
O	-11.496	4.545	25.119	-0.003	0.02	0.063
O	10.511	-10.588	18.803	-0.006	-0.04	0.107
O	11.527	-15.034	20.457	-0.02	0.035	0.106
O	20.058	22.955	26.313	-0.024	0.017	0.07
O	12.081	-5.63	18.332	-0.015	-0.01	0.049
O	8.119	15.143	24.81	0.002	-0.005	0.056
O	8.944	-10.799	20.894	0.001	-0.002	0.054
O	8.75	0.311	22.84	0.038	-0.042	0.109
O	5.197	16.985	28.889	0.021	-0.03	0.083
O	5.386	10.837	25.824	-0.04	0	0.113
O	7.021	9.526	29.311	0.001	-0.005	0.033
O	15.913	11.289	21.111	0.014	0.048	0.088
O	14.145	24.819	18.048	0.027	-0.002	0.098
O	10.227	-15.467	24.863	0.008	0	0.054
O	10.139	-6.188	24.392	0.04	0.023	0.078
O	1.475	18.541	20.545	-0.011	0.04	0.072
O	-1.567	0.8	26.115	-0.012	0.021	0.117
O	17.219	-5.79	18.916	-0.042	0.002	0.085
O	9.583	1.288	29.241	0.001	0	0.031
O	16.388	5.239	15.37	-0.002	-0.001	0.031
O	9.747	7.095	16.574	0.023	0.008	0.108
O	9.556	3.37	24.712	-0.025	0.018	0.051
O	7.713	-2.268	15.259	0.003	-0.005	0.029
O	13.44	-7.883	27.842	0.02	-0.004	0.115
O	16.051	-5.443	15.297	0.002	-0.004	0.035
O	21.73	-8.112	18.744	0.045	0.01	0.089
O	18.763	-8.22	28.028	0.012	0.004	0.136
O	7.423	-2.292	19.762	0.001	-0.034	0.08
O	9.905	11.238	28.965	0.016	-0.024	0.071
O	19.106	16.283	19.875	0.002	-0.004	0.05
O	23.066	14.921	29.379	0.001	0	0.033
O	20.31	13.198	15.88	-0.026	0.024	0.073
O	10.978	3.838	20.546	-0.001	-0.026	0.058
O	21.86	11.058	15.349	-0.002	0.001	0.03
O	22.57	6.817	25.509	0.009	0.001	0.047

Results
free energy: -283320.771 eV
free energy less fixed offsets of O -570.45, Si -639.56 eV per atom: -7.411 eV

The program warned: the cutoff lies below the one the program advises for these potential files; the forces do not sum to zero within the program's tolerance; empty levels may hold ghost states of the PAW files; the exchange-correlation potential is rough where the density is thin.
